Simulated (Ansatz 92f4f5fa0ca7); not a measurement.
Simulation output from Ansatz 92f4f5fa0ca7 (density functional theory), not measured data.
Periodic cell of 184 atoms, Si120O64, from a study of silicon, its oxide and their interface. The atomic structure is a simulated model.
This geometry differs little from another in the collection (a relaxation step or a small displacement).

Settings: functional r2SCAN; potential files Ansatz PAW; basis plane waves; wave-function cutoff 800 eV; density cutoff ratio 5; exchange-correlation grid ratio 1; k mesh 1 x 1 x 1, shifted by 0.5 0.5 0 of a step; self-consistency stop 1e-10 eV per atom in the density residual; occupations fixed; spin none; net charge 0.

Cell vectors (angstrom)
a 10.888 0 0
b 0 10.888 0
c 0 0 26.8605

Atoms and the computed forces on them: element, x, y, z (angstrom), force x, y, z (eV/angstrom)
Si 0.3866 -0.1388 0.0806 0.0032 0.0039 -0.0104
Si 2.0216 3.127 0.0764 0.0068 0.0003 -0.0133
Si 0.1748 4.7928 0.2055 -0.0046 -0.0044 -0.014
Si 1.8689 9.0073 -0.6885 0.03 -0.0158 -0.0191
Si 5.9297 -0.039 -0.034 0.004 -0.0089 -0.0292
Si 7.8946 3.135 0.2656 -0.0071 -0.0014 -0.0262
Si 5.6295 5.2736 0.3064 -0.0066 0.0052 -0.0088
Si 8.1165 8.5131 -0.123 0.003 0.011 -0.0227
Si 1.3617 1.4022 1.5497 -0.0016 0.0005 0.0005
Si 3.9334 4.0302 1.3086 0.0023 0.0025 0.0039
Si 1.0906 6.6662 1.2255 0.0112 0.0259 -0.0123
Si 4.22 9.8021 1.2012 -0.0475 -0.0282 -0.0355
Si 6.8777 1.4448 1.4438 -0.0014 -0.0004 0.0064
Si 9.482 4.0354 1.6945 -0.0075 -0.0013 0.0075
Si 6.9553 6.8917 1.3263 0.0037 -0.0009 0.0006
Si 9.6143 9.6064 1.3165 0.0031 0.0015 0.0004
Si -0.0554 2.6332 2.9444 0.0041 -0.0037 -0.0012
Si 2.8243 0.0545 2.7572 0.0064 -0.0011 -0.0065
Si -0.0331 8.151 2.6972 0.002 0.0004 0.0011
Si 2.666 5.5007 2.6381 0.0061 0.003 0.0028
Si 5.354 2.7172 2.72 0.001 -0.0002 0.0021
Si 8.2392 0.0373 2.7399 0.0032 0.0024 -0.0008
Si 5.4585 8.2446 2.5882 -0.0008 0.0047 -0.013
Si 8.1845 5.5726 2.8447 0.0006 -0.0012 0.0014
Si 1.3559 4.1247 4.0934 -0.0031 0.003 0.0019
Si 4.1113 1.3819 4.1737 -0.0035 0.0038 0.0004
Si 1.3982 9.5178 4.0223 0.0009 0.0014 0.0049
Si 4.0947 6.8397 3.9786 -0.0038 0.0006 -0.0033
Si 6.7537 4.1256 4.0546 -0.0046 0.0045 -0.0031
Si 9.4952 1.3024 4.2479 -0.0005 -0.0012 -0.0045
Si 6.8083 9.5576 4.0294 0.0029 -0.0036 0.0066
Si 9.5393 6.8832 4.1826 0.0031 0.0045 0.0011
Si 0.0371 -0.0551 5.4805 -0.0005 -0.0021 0.0003
Si 2.7143 2.7578 5.473 0.0012 0.0013 -0.0021
Si 0.0063 5.468 5.4692 -0.0012 -0.002 -0.0004
Si 2.7433 8.1599 5.3921 -0.0021 0.0025 -0.0004
Si 5.486 0.0014 5.4568 0.0004 0.0021 -0.002
Si 8.1128 2.7536 5.4516 -0.0006 -0.0015 -0.002
Si 5.4045 5.476 5.4157 0.007 0.0024 -0.0008
Si 8.1376 8.2237 5.4754 -0.0011 0.0013 -0.0006
Si 1.3637 1.3592 6.8189 0.0004 0.0025 0.0004
Si 4.0797 4.112 6.8216 -0.0043 -0.0003 -0.0009
Si 1.3841 6.8196 6.7926 -0.0011 0 0.0004
Si 4.1017 9.5117 6.7695 0.0006 0.0013 0.0002
Si 6.7999 1.3803 6.8234 0.0006 0.0008 -0.0003
Si 9.5163 4.0899 6.7909 0.0007 0.003 0.0007
Si 6.7841 6.8137 6.7942 0.0009 0.0028 0.0004
Si 9.5318 9.5262 6.8493 0.0008 -0.0013 -0.0015
Si -0.0185 2.728 8.162 -0.0024 0.0006 0.0016
Si 2.7482 -0.0232 8.1344 -0.0004 0.0016 0
Si 0.0138 8.1477 8.1706 -0.0021 0.0006 0.0013
Si 2.7052 5.4574 8.1704 0.0011 0.001 0.0011
Si 5.4326 2.7205 8.1727 -0.0007 0 0.0013
Si 8.1692 0.0311 8.1723 -0.0002 0.0006 0.0012
Si 5.4285 8.1599 8.1687 -0.0008 -0.0004 0.0018
Si 8.1566 5.4387 8.1405 -0.001 0.002 0.0007
Si 1.3478 4.0899 9.5254 -0.0017 0.0013 -0.0005
Si 4.0712 1.3388 9.5139 -0.0008 0.0002 -0.0031
Si 1.4035 9.5039 9.5053 0.0021 -0.0001 -0.002
Si 4.0624 6.7974 9.5348 -0.0021 0.0012 0.0007
Si 6.8212 4.0661 9.5106 0.0009 0.0013 -0.0015
Si 9.5259 1.3696 9.5362 0 0.0008 0.0008
Si 6.7876 9.5518 9.5053 -0.0009 0.0017 -0.0034
Si 9.5309 6.7756 9.502 -0.0009 -0.0019 -0.0027
Si 0.0577 0.0041 10.8185 -0.0001 -0.0004 -0.0034
Si 2.7064 2.6976 10.856 -0.0009 0.0016 0.0012
Si -0.0059 5.4427 10.9079 -0.0018 -0.0002 -0.0023
Si 2.7174 8.1439 10.9329 -0.001 0.0006 0.0011
Si 5.4091 -0.0127 10.9054 0.0003 -0.0007 -0.004
Si 8.163 2.7153 10.9117 -0.0019 0.0005 -0.0014
Si 5.4218 5.3962 10.8361 -0.0006 -0.0015 0.0003
Si 8.1706 8.1724 10.8015 -0.0003 0.001 -0.0032
Si 1.3503 1.3643 12.2363 -0.0004 -0.0006 0.0022
Si 4.1014 3.9951 12.2153 -0.0002 0 -0.0039
Si 1.3652 6.7692 12.3105 -0.0018 0.0007 -0.0035
Si 4.0481 9.5237 12.3081 0.0009 0.0008 -0.004
Si 6.7764 1.3443 12.2504 -0.0015 0.0009 0.0042
Si 9.54 4.0731 12.2663 0.0007 -0.0001 0.0035
Si 6.7523 6.8271 12.1008 -0.0014 0.0017 -0.0036
Si 9.6192 9.4876 12.1062 0.001 -0.0008 -0.0052
Si 0.008 2.7114 13.658 0.0001 -0.0016 0.0046
Si 2.6636 0.0084 13.6627 0.0016 -0.0002 0.0042
Si 0.0043 8.1816 13.6322 -0.0029 -0.0012 0.0016
Si 2.732 5.3155 13.5895 -0.002 0.0009 -0.0016
Si 5.4093 2.6407 13.6907 -0.0001 0 -0.0056
Si 8.2388 -0.0619 13.3999 -0.0008 0.0009 -0.0005
Si 5.4212 8.1033 13.5843 0.0001 -0.0007 -0.0007
Si 8.0917 5.4836 13.4413 0.0013 0.0025 0.0004
Si 1.6616 3.7573 15.0151 0.0016 0.0062 0.01
Si 3.842 1.466 15.0878 -0.0052 -0.0044 0.0109
Si 1.01 9.8585 14.9915 0.0026 -0.0001 0.0169
Si 4.2742 6.4795 14.8806 -0.0054 -0.0009 0.0165
Si 6.5569 4.3637 14.7919 0.0024 -0.0015 0.0168
Si 9.6301 1.1326 14.8493 -0.0039 -0.0011 0.0181
Si 7.1424 9.2436 14.6828 -0.0026 0.0019 0.0193
Si 9.2377 7.0004 14.7845 0.0003 -0.0038 0.0194
Si -20.7918 -15.6348 21.7587 0.0032 -0.0034 -0.0073
Si 6.0663 -10.6751 19.8609 -0.0031 0.0018 0.0119
Si -4.2332 2.9453 19.5937 -0.007 0.0019 0.0087
Si 30.7789 -4.1161 21.6018 0.0056 -0.001 -0.0049
Si 13.272 14.4654 20.5885 0.0004 0.0022 0.0023
Si -6.0132 6.2246 24.3843 -0.0021 -0.0014 -0.0408
Si 8.6076 -1.8376 23.7323 0.0004 0.0015 -0.0306
Si -11.2048 11.1765 22.4827 -0.0046 0.0002 -0.0109
Si 4.4661 4.4234 22.2887 -0.0007 -0.0056 -0.0113
Si -28.1396 16.109 19.5623 -0.0023 -0.0041 0.0066
Si 25.6849 -14.1181 17.6598 -0.0021 0.0017 0.0305
Si 10.602 -5.7353 17.0243 -0.0025 0.0001 0.0249
Si -6.9072 -11.5187 21.7305 0 -0.0011 -0.004
Si 22.4667 1.8129 24.6752 -0.0032 -0.0007 -0.0279
Si -19.017 8.0675 23.3987 0.0042 -0.0095 -0.0237
Si 10.7923 -25.4187 19.3239 0.0015 -0.0019 0.0123
Si -31.1743 9.3319 18.0691 -0.0008 0.0015 0.0276
Si -15.6111 32.883 23.7958 0.0022 0.001 -0.023
Si -3.0246 23.2577 21.7168 0.0009 -0.0008 -0.004
Si 1.6271 11.5239 20.266 0.0039 0.0101 0.0082
Si -14.6115 5.0369 22.9239 -0.0003 -0.0015 -0.0147
Si 16.3542 -11.4036 16.9668 0.002 -0.0029 0.0241
Si 19.2491 -18.7636 17.0014 -0.0051 0.0024 0.0268
Si -1.4318 14.7453 24.8026 -0.0028 0.0016 -0.0275
O 9.8684 -15.567 -10.8064 -0.0048 0.0092 -0.0149
O -12.9034 1.724 -10.6891 0.0068 -0.0056 -0.0165
O -9.188 10.755 -8.0309 0.0017 -0.0077 -0.0115
O 15.0686 7.6216 -2.8375 0.0027 -0.0028 0.015
O -6.0238 6.0643 -0.8912 0.0056 -0.0035 0.0211
O 11.9289 7.1264 -6.3865 -0.0031 -0.0074 -0.0024
O -4.0023 9.5575 -0.3028 -0.0067 0.0014 0.0038
O -4.2815 31.9949 -11.0028 0.007 -0.0067 -0.0154
O 26.6036 -12.8593 -9.618 0.0023 0.0029 -0.0033
O -15.0514 15.0664 -0.2466 0.004 -0.0042 0.0108
O -2.2042 2.7788 -1.1136 -0.0017 -0.0018 0.0144
O 10.1653 5.0465 -1.1871 0.0092 0.004 0.0167
O 2.6523 8.2707 -8.4024 0.0027 0.0018 -0.0076
O 16.4354 12.6553 -6.999 0.0019 -0.0024 -0.0019
O -11.866 -0.936 -3.5384 -0.0022 -0.0004 0.0059
O 3.1872 4.2912 -7.5167 0.0018 0.0002 -0.0012
O 1.5957 20.3595 16.4635 -0.005 0.0035 -0.0173
O -3.6611 -11.8892 23.7426 0.0016 0.0005 0.0106
O 3.0994 -1.9269 22.1007 -0.0007 -0.0009 0.0028
O 13.8435 0.4507 21.147 0.0014 -0.0007 0.0022
O -8.9972 6.788 22.9253 0.0027 0.0047 0.0079
O -6.8907 5.0281 23.7093 0.0014 0.0044 0.011
O 3.5122 6.963 16.2475 0.004 -0.0049 -0.0222
O -0.211 13.932 24.1483 0.0012 0.0022 0.0082
O 14.4022 3.2416 21.7382 0.0037 0.0042 0.0034
O 5.4403 5.4259 15.3502 0.0014 -0.0005 -0.0127
O 18.3403 11.1254 20.7217 0.0014 0.0004 -0.0005
O -9.8549 26.3051 16.3171 0.0061 -0.0034 -0.0083
O 7.7821 5.7168 21.5938 0.0016 -0.0003 0.0038
O -11.0092 33.5076 25.706 -0.0017 -0.0063 0.0165
O -0.5584 16.9797 22.2503 0.0007 -0.0013 0.0017
O -15.8989 -6.5518 19.3493 0.0017 -0.002 -0.0061
O -0.1588 -10.8415 15.3798 -0.0031 0.0017 -0.0075
O -14.2174 13.4492 18.313 0.0068 0.0004 -0.017
O 2.0237 -8.4818 25.414 -0.0013 0.0047 0.0176
O 4.7804 -0.1356 23.0389 0.0066 -0.0016 0.0057
O 4.4637 -5.272 21.1513 0.0011 -0.0024 0.0032
O 4.4305 22.4116 16.4097 -0.0045 0.0052 -0.0099
O 6.2515 -11.0278 18.3141 -0.0069 -0.0049 -0.018
O -10.7961 -2.2546 18.5135 0.0037 0.002 -0.0048
O -13.2611 -2.9197 22.5536 -0.0002 0.0015 0.0096
O -13.3826 -6.4889 23.7367 0.0057 -0.0028 0.0127
O 20.5055 -17.8398 17.4082 0.0006 0.0001 -0.0098
O 12.2878 15.5353 21.3076 0.0037 0.0034 0.0025
O 14.2363 20.0687 26.8124 0.0035 0.0069 0.0538
O 13.6389 -8.2608 15.5587 0.0003 0.0006 -0.0107
O 1.4206 29.3274 26.7354 -0.005 -0.0025 0.0057
O -4.4849 -4.7319 23.8391 -0.005 0.0039 0.0108
O -13.0167 -13.4187 25.2144 0.0029 -0.0021 0.0232
O 12.4487 -19.5108 20.1013 0.0013 0.0049 -0.0031
O -10.5297 -21.8101 21.0421 -0.0011 0.001 0.0075
O 27.7825 -6.9087 22.5088 0.0017 0.0009 0.0055
O 10.9809 5.9572 18.3643 0.0001 -0.0009 -0.0049
O -12.4274 7.2322 20.0814 0.0041 -0.0023 -0.002
O -3.9927 -9.4424 23.0253 -0.0003 -0.0029 0.0059
O 8.1665 -2.7615 15.3285 0.0001 -0.0001 0.0018
O -8.919 8.9086 24.5466 -0.0073 0.0087 0.0157
O 7.6874 2.8513 20.8587 -0.0009 -0.0003 -0.003
O -6.3079 -4.3606 18.6176 0.0005 0.0052 -0.0103
O 15.9435 -22.6335 20.5315 0.0009 0.001 -0.0004
O -3.553 3.8663 16.1163 -0.0032 0.005 -0.0173
O 5.7303 11.479 25.3196 0.0033 0.0025 0.0239
O -9.9722 11.8104 23.3449 0.0028 0.0031 0.0134
O -1.4991 -42.1978 22.1958 0.0036 -0.0029 0.004

Results
free energy: -113255.954 eV
free energy less fixed offsets of O -570.45, Si -639.56 eV per atom: 0.046 eV

The program warned: the cutoff lies below the one the program advises for these potential files; the forces do not sum to zero within the program's tolerance; empty levels may hold ghost states of the PAW files; the exchange-correlation potential is rough where the density is thin.
